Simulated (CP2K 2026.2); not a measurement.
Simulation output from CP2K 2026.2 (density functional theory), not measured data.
Periodic cell of 504 atoms, Si360O144, from a study of silicon, its oxide and their interface. The atomic structure is a simulated model.
Doubt: the forces sum to 2.19 eV/angstrom along one axis rather than to zero, so they err by at least 0.0043 eV/angstrom per atom on average; the grid cutoff is modest.

Settings: functional PBE; method Gaussian and plane waves; basis set DZVP-MOLOPT-SR-GTH; pseudopotentials GTH-PBE; grid cutoff 300 Ry, relative cutoff 40 Ry; k points Gamma only; occupations fixed; spin none; net charge 0.

Cell vectors (angstrom)
a 16.32 0 0
b 0 16.32 0
c 2.8446 3.1181 33.2785

Atoms and the computed forces on them: element, x, y, z (angstrom), force x, y, z (eV/angstrom)
Si 1.027 -1.22 0.119 0.262 -0.053 0.72
Si 3.745 1.696 0.121 0.196 -0.279 0.729
Si 1.538 3.957 0.182 -0.283 0.135 0.699
Si 4.23 6.461 -0.065 -0.029 0.223 0.665
Si 1.078 -6.531 0.089 0.135 -0.066 0.736
Si 4.236 -4.192 0.092 -0.218 0.202 0.763
Si 7.187 -1.624 -0.117 -0.187 0.211 0.754
Si 9.955 1.138 0.13 -0.139 -0.015 0.682
Si 6.536 4.281 -0.079 0.131 -0.126 0.688
Si 9.771 6.42 -0.104 -0.174 0.226 0.668
Si 6.389 9.798 -0.032 0.343 -0.234 0.699
Si -6.951 -3.946 -0.227 0.276 -0.173 0.663
Si -4.065 -0.956 0.103 -0.099 -0.317 0.561
Si -1.137 1.056 0.143 -0.058 0.25 0.737
Si -4.242 4.341 0.309 0.004 -0.064 0.69
Si -1.585 6.934 0.358 0.203 -0.069 0.777
Si -3.844 -7.249 0.173 -0.115 0.322 0.756
Si -1.091 -4.265 -0.002 -0.288 0.079 0.726
Si 2.683 -0.023 1.31 -0.025 0.013 -0.043
Si 5.439 2.742 1.341 -0.019 0.011 -0.061
Si 2.769 5.44 1.457 0.017 -0.002 -0.029
Si 5.347 8.128 1.253 0.003 -0.015 -0.036
Si 2.678 -5.398 1.381 0.005 0.021 -0.038
Si 5.512 -2.633 1.261 0.018 -0.02 -0.049
Si 8.275 -0.051 1.276 0.005 -0.004 -0.063
Si -5.38 2.717 1.525 0.006 0.002 -0.024
Si 8.128 5.409 1.258 -0.017 -0.018 -0.059
Si -5.514 8.016 1.374 -0.006 -0.025 -0.083
Si 8.171 -5.476 1.156 -0.005 0.018 -0.058
Si -5.34 -2.736 1.106 -0.008 0.032 -0.026
Si -2.681 0.089 1.615 0.01 -0.005 -0.038
Si -0.047 2.731 1.387 0.001 -0.009 -0.015
Si -2.781 5.481 1.689 -0.001 -0.011 -0.041
Si 0.016 8.203 1.461 0.004 0.005 -0.054
Si -2.719 -5.465 1.25 0.031 -0.033 -0.057
Si -0.065 -2.75 1.485 -0.016 0.002 -0.072
Si 1.344 1.348 2.73 0 0.006 0.042
Si 4.121 4.068 2.79 -0.003 -0.025 0.032
Si 1.396 6.826 2.762 -0.007 0.006 0
Si 4.026 9.481 2.681 -0.002 0.003 0.024
Si 1.369 -4.056 2.789 0.001 -0.005 0.022
Si 4.114 -1.33 2.648 -0.026 -0.024 0.001
Si 6.841 1.322 2.612 0.017 0.013 -0.01
Si 9.444 4.063 2.727 -0.006 0.029 0.018
Si 6.802 6.831 2.622 -0.02 -0.014 0.004
Si 9.473 -6.821 2.609 0.006 0.018 0.013
Si 6.844 -4.084 2.598 0.01 -0.014 0.041
Si -6.702 -1.43 2.625 0.022 -0.009 0.026
Si -4.027 1.44 2.924 -0.002 0.007 0.036
Si -1.363 4.043 2.831 0.012 -0.01 0.016
Si -4.19 6.824 2.919 -0.007 0.033 0.049
Si -1.394 -6.761 2.755 -0.007 0.011 0.039
Si -4.08 -4.089 2.591 0.015 0.019 -0.015
Si -1.398 -1.404 2.855 0.01 0.005 0.034
Si 0.013 -0.013 4.128 -0.008 0.031 -0.024
Si 2.723 2.697 4.098 0.012 0.005 -0.01
Si 0.026 5.445 4.104 0.006 0.001 -0.008
Si 2.727 8.17 4.127 0.006 0.012 0.018
Si -0.01 -5.429 4.117 -0.015 -0.01 -0.013
Si 2.772 -2.687 4.064 0.001 0.004 0.013
Si 5.465 0.011 4.019 0.008 0.017 -0.003
Si 8.123 2.682 4.064 0.004 -0.002 0.009
Si 5.487 5.47 4.067 -0.004 0.007 -0.001
Si 8.135 -8.145 4.026 -0.006 -0.026 0.007
Si 5.452 -5.444 3.977 -0.001 0.007 -0.011
Si 8.203 -2.745 4 0.01 0.005 -0.022
Si -5.434 -0.039 4.084 -0.01 -0.02 -0.016
Si -2.681 2.755 4.259 0.001 -0.001 0.029
Si -5.534 5.402 4.161 0.005 -0.029 -0.008
Si -2.75 8.211 4.144 -0.01 0.01 -0.008
Si -5.456 -5.446 3.967 0.008 -0.017 -0.007
Si -2.787 -2.782 4.102 -0.004 -0.009 0.018
Si 1.327 -1.36 16.347 -0.009 -0.001 -0.01
Si 4.068 1.345 16.33 -0.018 0.001 -0.006
Si 1.365 4.059 16.311 -0.003 -0.005 -0.012
Si 4.078 6.818 16.289 0.007 0.008 -0.018
Si 1.359 -6.784 16.34 0.001 0.002 -0.008
Si 4.065 -4.105 16.36 0.003 -0.001 0.006
Si 6.779 -1.382 16.333 -0.017 -0.004 -0.011
Si -6.776 1.356 16.31 0.001 0.009 -0.009
Si 6.805 4.062 16.269 0.006 0.001 -0.01
Si -6.761 6.812 16.257 0.005 -0.007 -0.017
Si 6.783 -6.774 16.311 0.005 -0.015 -0.004
Si -6.814 -4.061 16.342 0.01 -0.006 -0.004
Si -4.075 -1.355 16.355 0.002 -0.006 -0.013
Si -1.353 1.345 16.339 -0.01 0.012 -0.009
Si -4.046 4.076 16.275 0.004 -0.003 -0.015
Si -1.341 6.795 16.305 0.001 0.014 -0.011
Si -4.086 9.535 16.29 0.003 0.01 -0.008
Si -1.344 -4.054 16.341 0.005 -0.003 -0.01
Si 2.658 0.024 17.693 0 0.004 0
Si 5.461 2.705 17.653 0.003 -0.001 -0.015
Si 2.744 5.43 17.63 -0.01 0.002 -0.004
Si 5.407 8.196 17.655 -0.011 -0.013 0.021
Si 2.699 -5.448 17.753 -0.005 -0.006 0.006
Si 5.415 -2.737 17.715 0 0.016 0.014
Si 8.156 -0.002 17.645 0.015 0 -0.019
Si -5.349 2.686 17.638 0.003 -0.001 0.005
Si 8.213 5.42 17.558 0.008 -0.005 -0.003
Si -5.43 8.172 17.65 0.003 -0.01 0.009
Si 8.129 -5.419 17.69 -0.015 0.015 0.008
Si -5.474 -2.684 17.714 -0.009 0.009 0.005
Si -2.671 -0.039 17.728 -0.002 0 -0.015
Si -0.005 2.721 17.691 0.016 -0.008 0.011
Si -2.74 5.469 17.646 0.009 -0.001 -0.013
Si 0.034 -8.192 17.674 -0.016 -0.007 0.004
Si -2.727 -5.428 17.64 0 -0.001 0.009
Si -0.01 -2.703 17.76 -0.015 0.006 -0.015
Si 1.326 1.383 19.112 -0.003 -0.02 -0.05
Si 4.115 4.088 18.978 0.003 0 -0.006
Si 1.432 6.766 19.032 -0.005 0.016 -0.034
Si 4.036 -6.84 19.121 -0.025 -0.026 -0.02
Si 1.331 -4.071 19.124 0.028 -0.026 0.001
Si 3.995 -1.369 19.017 -0.021 -0.004 -0.021
Si 6.824 1.347 19.008 0.001 0.007 -0.008
Si -6.709 4.09 18.902 -0.011 0.02 -0.057
Si 6.85 6.8 18.856 0.015 -0.005 -0.045
Si -6.804 9.524 18.992 -0.013 0.005 -0.007
Si 6.773 -4.089 19.105 -0.002 0.005 -0.014
Si 9.45 -1.319 19.083 0.019 -0.016 -0.02
Si -4.025 1.317 19.06 -0.016 0.026 -0.019
Si -1.377 4.126 18.986 -0.019 -0.001 -0.024
Si -4.081 6.827 19.033 0.003 -0.004 -0.01
Si -1.404 -6.853 18.96 -0.007 0 -0.046
Si -4.059 -4.042 19.007 0.02 -0.003 -0.047
Si -1.333 -1.349 19.19 0.001 -0.003 -0.009
Si 0.003 0.028 20.606 0.013 0.033 0.073
Si 2.736 2.819 20.373 -0.014 -0.005 0.052
Si -0.017 5.477 20.338 -0.008 0.026 0.043
Si 2.788 7.997 20.527 0.046 -0.009 0.043
Si -0.058 -5.539 20.329 0 -0.025 0.06
Si 2.658 -2.675 20.509 0.009 0.029 0.05
Si 5.379 0.018 20.306 -0.006 -0.007 0.04
Si 8.313 2.689 20.233 0.033 -0.009 0.05
Si 5.591 5.402 20.222 -0.01 0.023 0.076
Si 8.13 8.143 20.276 -0.021 -0.015 0.064
Si 5.369 -5.435 20.469 0.007 0.002 0.03
Si 8.078 -2.665 20.484 -0.026 0.002 0.034
Si -5.438 -0.007 20.433 0.008 -0.016 0.039
Si -2.672 2.748 20.363 0.003 -0.011 0.037
Si -5.464 5.481 20.346 -0.013 -0.022 0.051
Si -2.735 -8.159 20.419 0.007 0.015 0.05
Si -5.446 -5.416 20.299 -0.001 0.006 0.043
Si -2.735 -2.732 20.493 -0.014 -0.009 0.073
Si 1.692 -1.008 21.926 -0.33 -0.281 -0.722
Si 3.904 1.26 21.641 0.191 0.173 -0.787
Si 1.175 3.995 21.676 0.185 0.152 -0.657
Si 4.588 6.85 21.725 -0.404 -0.082 -0.647
Si 1.105 -7.113 21.635 0.131 0.034 -0.771
Si 4.202 -3.861 21.811 -0.146 -0.209 -0.723
Si 6.357 -1.56 21.719 0.236 0.009 -0.723
Si -6.487 1.662 21.704 -0.199 -0.261 -0.668
Si 7.197 4.25 21.486 -0.117 0 -0.723
Si -7.095 6.593 21.643 0.188 0.114 -0.76
Si 6.581 -7.059 21.63 0.081 0.158 -0.78
Si 9.73 -3.87 21.623 -0.198 -0.096 -0.787
Si -4.392 -1.619 21.777 0.263 0.157 -0.707
Si -1.083 1.759 21.801 -0.216 -0.288 -0.68
Si -4.264 3.921 21.593 0.171 0.178 -0.732
Si -1.119 7.029 21.715 -0.17 -0.139 -0.749
Si -3.954 -6.583 21.673 -0.131 -0.19 -0.747
Si -1.66 -4.46 21.669 0.117 0.153 -0.768
Si -2.075 3.841 -6.979 0.113 0.079 -0.071
Si 5.54 -7.294 -2.772 0.024 -0.066 0.001
Si 1.758 -1.06 25.019 0.108 0.1 -0.118
Si -0.469 -4.539 24.462 0.009 -0.054 -0.089
Si -0.273 5.173 -1.937 0.03 -0.015 0.132
Si -7.146 -0.647 25.928 0.141 0.08 -0.02
Si 4.685 5.36 24.572 0.154 -0.045 -0.211
Si -4.651 6.273 25.747 0.073 -0.007 -0.142
Si -4.066 1.621 25.915 -0.112 -0.037 -0.069
Si -4.491 6.514 -4.328 0.098 0.046 0.05
Si -0.391 -1.647 -4.587 0.017 0.056 0.154
Si -5.401 -6.22 -6.95 -0.043 -0.035 -0.108
Si -7.284 6.788 -3.196 0.018 0.02 0.138
Si -2.269 -2.222 -2.119 0.127 0.025 0
Si 6.159 -5.959 -5.427 -0.006 -0.027 -0.017
Si 0.836 -4.392 -4.32 0.039 0.07 -0.033
Si 6.955 6.77 26.117 0.124 0.007 0.103
Si -2.375 2.943 -1.882 0.084 -0.02 0.168
Si -2.467 5.181 23.876 -0.02 -0.05 -0.096
Si -6.551 -0.504 -4.562 0.025 -0.003 0.087
Si -6.683 1.965 24.631 -0.03 -0.063 -0.072
Si -0.443 6.324 -6.823 -0.125 -0.091 -0.005
Si 6.504 -0.203 24.567 -0.029 0.063 -0.053
Si -7.254 4.64 25.651 -0.088 0.085 0.022
Si -7.944 -5.674 23.834 0.054 -0.078 -0.079
Si -3.57 3.661 -4.396 -0.062 0.069 0.045
Si 1.39 1.872 25.815 0.025 -0.053 -0.011
Si -1.36 -6.439 -3.982 -0.053 -0.013 -0.111
Si -4.444 -2.612 -4.176 0.012 0.068 -0.06
Si 0.468 7.287 -4.14 0.029 0.17 0.165
Si -7.46 -6.887 -4.88 0.042 -0.009 -0.05
Si 4.07 4.222 -4.22 -0.102 0.023 -0.039
Si 6.192 6.174 -4.022 -0.005 0.054 -0.037
Si -3.13 -4.614 -5.96 0.092 0.002 0.198
Si 2.573 -0.537 -4.041 -0.081 -0.02 -0.096
Si 3.71 1.799 -2.826 -0.062 0.025 0.103
Si 2.515 -2.818 -2.166 -0.044 0.019 0.141
Si -3.968 -7.018 -2.782 -0.032 -0.098 0.068
Si 4.145 6.286 -6.019 0.023 -0.07 0.084
Si -6.131 -4.864 -3.226 0.004 -0.059 0.316
Si 2.362 -5.278 23.94 0.005 0.061 -0.128
Si 1.852 4.72 24.641 -0.085 -0.013 -0.063
Si -4.393 -1.207 24.783 -0.033 0.067 -0.057
Si -8.08 2.538 -2.131 -0.072 0.01 0.101
Si 2.705 -8.091 -2.157 0.017 -0.115 0.045
Si 6.71 -4.215 26.136 -0.047 0.031 -0.064
Si -6.526 2.712 -4.712 0.049 -0.143 0.157
Si -1.446 2.44 24.644 0.025 -0.006 -0.207
Si -5.822 -7.873 23.899 -0.055 -0.001 -0.167
Si 5.214 0.32 -4.869 -0.097 -0.134 -0.091
Si 5.734 2.609 23.775 -0.06 -0.026 -0.029
Si -3.38 6.394 -7.105 0.01 0 0.011
Si 7.302 -0.311 -2.904 0.099 -0.038 0.009
Si 4.521 -1.991 26.061 0.028 0.009 0.019
Si 1.4 -1.358 5.453 0.003 -0.009 0.009
Si 4.107 1.346 5.427 -0.001 -0.006 0.012
Si 1.381 4.078 5.459 -0.011 -0.014 -0.001
Si 4.109 6.802 5.444 0.009 0.002 0.009
Si 1.352 9.525 5.463 -0.009 0.001 0.011
Si 4.114 -4.087 5.389 0.001 -0.021 0.005
Si 6.826 -1.375 5.366 0.004 0 -0.009
Si 9.505 1.332 5.421 0.017 0.009 0.005
Si 6.801 4.075 5.433 -0.002 0.002 0.005
Si 9.458 6.819 5.454 -0.006 0.003 0.005
Si 6.784 -6.79 5.39 -0.001 0.013 0.009
Si 9.528 -4.1 5.385 0.012 -0.008 0.006
Si -4.1 -1.39 5.463 0.008 0.004 0.014
Si -1.327 1.336 5.522 0.01 -0.005 0.01
Si -4.113 4.101 5.521 -0.005 0.01 0.017
Si -1.363 6.811 5.447 -0.009 -0.002 -0.001
Si -4.12 -6.747 5.443 -0.008 0.015 0.007
Si -1.381 -4.086 5.465 -0.006 0.003 0.015
Si 2.752 -0.002 6.809 0.01 0.011 -0.003
Si 5.44 2.721 6.795 -0.006 0.012 0.002
Si 2.744 5.441 6.805 0.009 0.001 0.003
Si 5.45 -8.143 6.793 -0.002 -0.005 0
Si 2.736 -5.424 6.779 -0.002 0.001 0.001
Si 5.466 -2.725 6.755 0.004 -0.004 -0.004
Si 8.146 -0.018 6.78 -0.001 -0.002 -0.007
Si 10.857 2.689 6.816 0.004 -0.002 0.001
Si 8.137 5.437 6.816 0.005 0.001 -0.004
Si 10.854 -8.142 6.789 0.004 0.003 -0.002
Si 8.16 -5.446 6.758 0.001 -0.001 0.002
Si 10.856 -2.747 6.8 0.003 0.001 -0.005
Si -2.724 -0.031 6.823 0.005 -0.009 0.006
Si 0.029 2.726 6.838 -0.002 -0.008 0.003
Si -2.726 5.47 6.83 -0.011 -0.004 0.001
Si -0.002 8.159 6.817 -0.003 0.011 -0.002
Si -2.741 -5.431 6.826 -0.01 0.003 -0.003
Si 0.007 -2.717 6.794 -0.011 0 -0.001
Si 1.391 1.357 8.177 0.005 0.011 0.006
Si 4.089 4.075 8.168 0.002 -0.009 0.001
Si 1.372 6.799 8.161 -0.008 -0.008 -0.009
Si 4.082 -6.789 8.149 0.003 -0.004 -0.006
Si 1.368 -4.079 8.15 0.005 0 -0.008
Si 4.108 -1.376 8.146 -0.01 0.003 -0.005
Si 6.799 1.353 8.149 -0.003 0.004 -0.011
Si 9.511 4.075 8.165 0.001 0.004 -0.009
Si 6.789 6.806 8.169 -0.004 -0.007 -0.001
Si 9.503 -6.79 8.155 0.001 -0.003 -0.01
Si 6.811 -4.081 8.131 0.009 -0.001 -0.004
Si 9.503 -1.372 8.15 0 -0.008 0.001
Si -4.086 1.341 8.169 -0.012 -0.005 -0.002
Si -1.359 4.088 8.169 -0.002 0 -0.006
Si -4.094 6.831 8.166 0.016 0.011 0
Si -1.37 -6.801 8.168 -0.016 -0.005 0
Si -4.093 -4.074 8.179 0.015 0.002 0.005
Si -1.35 -1.374 8.173 0 0.009 0.002
Si 0.012 -0.004 9.519 -0.006 -0.001 -0.002
Si 2.738 2.717 9.536 0.002 0.008 0.003
Si 0.008 5.444 9.523 0.007 0 -0.003
Si 2.725 -8.151 9.516 0.004 0.002 -0.003
Si 0.002 -5.436 9.514 -0.006 -0.004 -0.004
Si 2.728 -2.72 9.509 0 -0.003 0
Si 5.447 -0.007 9.517 0.006 0.007 0.001
Si 8.154 2.712 9.52 0.001 0.002 -0.003
Si 5.437 5.442 9.528 -0.011 0.002 -0.002
Si 8.157 -8.156 9.521 0.003 -0.004 -0.006
Si 5.446 -5.431 9.503 -0.004 0 -0.007
Si 8.153 -2.727 9.516 -0.006 0.006 -0.004
Si -5.451 -0.017 9.517 0.006 -0.005 -0.003
Si -2.72 2.715 9.515 0.001 -0.003 0.001
Si -5.442 5.444 9.514 0.01 -0.009 -0.004
Si -2.728 -8.149 9.534 -0.009 -0.002 0.002
Si -5.452 -5.44 9.526 -0.002 -0.003 -0.001
Si -2.719 -2.723 9.532 0.001 -0.001 0.001
Si 1.367 -1.366 10.879 0.004 0.009 -0.001
Si 4.091 1.348 10.89 -0.003 -0.001 0.003
Si 1.368 4.081 10.88 -0.002 -0.013 0.002
Si 4.077 -9.514 10.881 0.001 -0.01 0.001
Si 1.361 -6.794 10.877 -0.004 -0.006 -0.004
Si 4.084 -4.078 10.871 0.003 -0.005 -0.001
Si 6.8 -1.366 10.881 0.002 -0.009 0
Si 9.517 1.35 10.877 0.004 0.004 -0.001
Si 6.799 4.076 10.882 -0.004 0.007 -0.003
Si 9.523 -9.515 10.878 -0.003 0 -0.003
Si 6.795 -6.792 10.872 -0.001 -0.003 -0.003
Si 9.515 -4.076 10.884 -0.001 0.002 -0.001
Si -4.084 -1.363 10.883 0 0.009 0.003
Si -1.354 1.356 10.872 0.008 0.004 0
Si -4.077 4.081 10.869 -0.001 0.005 -0.001
Si -1.354 6.806 10.877 -0.006 -0.002 -0.002
Si -4.086 -6.789 10.891 0.009 0 0.003
Si -1.356 -4.082 10.886 -0.008 0.002 0
Si 2.723 -0.013 12.246 -0.007 0 0.005
Si 5.447 2.712 12.247 0.004 0 0.001
Si 2.719 5.446 12.241 -0.004 0.006 0.002
Si 5.438 -8.152 12.235 -0.003 0.001 0.001
Si 2.72 -5.431 12.234 0.008 0.004 0
Si 5.432 -2.718 12.242 -0.003 0.009 0.001
Si 8.163 -0.011 12.242 -0.005 0 0
Si 10.886 2.714 12.226 0.002 -0.002 0.001
Si 8.162 5.443 12.232 0.005 -0.007 0
Si 10.88 -8.155 12.245 0.005 -0.002 0.006
Si 8.149 -5.433 12.236 -0.002 -0.004 -0.002
Si 10.879 -2.721 12.246 0.004 -0.005 0.001
Si -2.718 -0.002 12.232 -0.011 0.001 -0.002
Si 0.013 2.709 12.23 -0.007 0.014 0
Si -2.707 5.435 12.227 0.009 -0.006 0.006
Si 0 8.169 12.24 -0.002 -0.002 0.005
Si -2.721 -5.432 12.25 -0.003 -0.006 0.003
Si 0.003 -2.719 12.246 0.001 -0.006 -0.002
Si 1.362 1.348 13.601 0.004 -0.002 -0.001
Si 4.08 4.08 13.593 -0.005 -0.001 0.004
Si 1.357 6.806 13.6 -0.007 0.003 0.008
Si 4.075 -6.792 13.592 -0.003 -0.008 -0.001
Si 1.368 -4.073 13.608 -0.004 -0.007 0.008
Si 4.068 -1.376 13.619 0.007 -0.007 0.006
Si 6.799 1.339 13.604 0.003 0.008 0.009
Si 9.526 4.075 13.578 -0.004 0.009 -0.002
Si 6.806 -9.511 13.589 -0.002 -0.001 -0.001
Si 9.511 -6.785 13.593 -0.004 0.003 0.003
Si 6.792 -4.074 13.6 -0.002 -0.003 -0.003
Si 9.524 -1.363 13.611 0.008 -0.004 0.006
Si -4.071 1.359 13.592 0.001 0.011 0.006
Si -1.344 4.068 13.582 0.013 -0.017 0
Si -4.056 6.804 13.582 0.002 -0.009 0.005
Si -1.351 9.536 13.606 -0.009 0.001 0
Si -4.081 -4.073 13.612 0.002 0.006 0.002
Si -1.369 -1.361 13.601 -0.008 0.013 0.005
Si -0.008 -0.008 14.961 0 -0.009 -0.003
Si 2.728 2.71 14.953 -0.007 0 0.001
Si 0.006 5.424 14.948 -0.01 -0.007 0
Si 2.709 8.18 14.953 -0.001 0.005 0.002
Si 0.008 -5.422 14.974 -0.004 0.01 0.001
Si 2.709 -2.727 15.002 -0.004 0.002 -0.005
Si 5.429 -0.016 14.971 0.003 -0.001 -0.003
Si 8.178 2.702 14.937 0.002 0.002 0
Si 5.442 5.448 14.939 -0.004 -0.003 -0.002
Si 8.155 -8.141 14.953 0 0.004 0
Si 5.422 -5.426 14.955 -0.003 -0.001 0.003
Si 8.15 -2.719 14.965 -0.004 -0.001 -0.001
Si -5.418 -0.004 14.96 0.002 0.009 0.003
Si -2.69 2.705 14.945 0.001 0.01 -0.007
Si -5.415 5.432 14.919 0.006 -0.003 -0.003
Si -2.705 8.168 14.954 0.011 -0.007 0.002
Si -5.461 -5.423 14.961 0 -0.009 -0.008
Si -2.723 -2.714 14.979 -0.007 -0.004 0.004
O 1.074 4.676 -1.204 0.369 0.463 -0.277
O -1.535 -3.45 -1.353 -0.059 -0.196 -0.369
O 6.68 -0.68 23.039 0.255 0.542 -0.173
O 7.279 3.613 -1.382 0.175 -0.109 -0.323
O -5.22 0.093 -0.446 0.067 0.027 -0.526
O -7.006 1.233 23.209 -0.158 -0.138 0.144
O -4.662 -7.176 23.01 0.366 -0.138 0.436
O -5.485 -2.782 22.133 0.064 -0.02 0.276
O -5.377 2.816 22.038 0.069 -0.124 0.141
O 2.447 0.864 -3.224 -0.618 0.398 -0.096
O -6.957 1.989 -1.111 -0.133 0.084 -0.108
O 1.695 4.755 23.026 0.158 0.627 -0.094
O 4.201 3.321 -5.577 0.126 -0.543 0.141
O 3.337 5.572 -4.779 -0.64 0.198 0.14
O -0.692 -7.893 -4.247 -0.331 -0.244 -0.194
O 3.515 -4.42 23.192 0.223 -0.279 0.523
O -0.177 1.877 25.448 -0.206 -0.353 0.029
O 8.167 5.425 22.111 -0.317 0.006 0.162
O 5.394 5.386 -0.556 -0.02 0.08 -0.31
O 1.07 -0.922 -4.507 -0.042 0.206 -0.356
O -3.211 5.821 25.157 0.359 -0.182 0.145
O -4.016 -0.956 23.224 0.394 0.312 0.029
O -1.079 6.121 -0.933 -0.079 -0.003 -0.097
O 4.491 1.918 23.008 -0.085 -0.143 0.398
O 1.148 -4.345 24.504 0.217 0.702 0.191
O -4.671 -5.044 -6.145 -0.374 0.467 0.296
O 1.81 -3.875 -3.153 0.185 -0.309 0.141
O 6.737 -0.998 -1.55 -0.275 0.152 -0.222
O -5.1 2.227 24.834 0.139 0.451 -0.195
O 2.837 0.133 22.13 0.051 0.056 0.19
O 1.661 -4.957 -5.597 0.461 -0.244 0.087
O 1.443 -2.066 -1.213 -0.258 -0.22 -0.064
O -3.53 5.245 -3.972 0.674 0.193 0.219
O 5.705 7.486 -3.219 -0.08 0.042 -0.159
O -5.133 7.694 25.144 0.409 0.418 0.352
O -7.142 6.845 -1.575 0.109 0.095 -0.059
O -4.072 7.879 -3.555 0.155 -0.05 -0.013
O -1.307 -3.819 25.621 0.097 -0.061 0.214
O -7.402 3.283 -5.936 -0.31 0.099 0.322
O -7.48 3.374 24.66 -0.526 0.176 -0.158
O 6.408 -4.412 -5.866 0.063 0.273 0.522
O 6.687 3.296 22.688 0.033 -0.121 0.022
O -7.306 -1.152 -5.841 -0.356 -0.464 0.197
O 3.395 7.667 -6.331 -0.643 -0.012 0.299
O -0.122 -3.214 -4.871 -0.387 -0.121 -0.551
O -2.831 -5.497 22.159 0.057 -0.031 0.595
O -1.837 1.578 -1.231 -0.044 -0.162 -0.286
O 8.105 5.912 25.367 0.088 0.129 -0.549
O 5.33 -2.741 22.231 0.149 0.049 0.28
O 3.746 -0.355 -5.179 -0.18 -0.33 -0.5
O -7.259 3.205 -3.352 -0.034 0.734 0.224
O 7.492 -6.837 -5.748 0.016 -0.295 -0.305
O -2.406 -6.586 -2.753 0.126 -0.174 0.203
O 4.544 5.898 23.05 -0.178 -0.31 -0.038
O -3.607 -2.779 -2.812 -0.147 -0.481 0.418
O 1.957 3.18 25.077 0.366 -0.283 -0.459
O -6.461 -4.584 -1.656 -0.154 -0.37 -0.137
O -7.513 -0.819 -3.281 0.181 -0.44 0.417
O 5.336 -5.309 -0.334 -0.091 0.156 -0.47
O -7.025 0.971 25.881 -0.392 0.296 0.548
O 0.741 5.654 25.349 -0.632 -0.191 -0.233
O -2.404 3.372 -5.472 0.458 -0.211 0.339
O -8.085 -2.809 -0.536 -0.148 0.07 -0.385
O 7.048 -7.93 25.981 -0.209 0.432 -0.568
O -5.741 5.127 25.428 0.322 -0.5 -0.305
O 6.584 -7.132 -1.535 0.388 -0.149 -0.423
O 1.734 -6.335 22.902 0.104 -0.125 0.212
O 5.938 0.928 -6.159 0.075 0.083 0.135
O -3.318 3.709 -0.844 -0.206 0.286 0.036
O 7.754 5.957 -3.717 0.095 -0.46 0.045
O 3.343 6.949 -1.363 -0.394 -0.388 -0.52
O 3.334 3.367 -3.063 -0.162 0.112 0.349
O 0.022 6.028 -3.247 -0.355 -0.055 -0.091
O 1.671 -7.299 -1.207 -0.052 0.155 -0.213
O -0.69 4.719 -7.031 0.455 -0.579 -0.023
O -2.655 8.021 -0.199 0.144 0.257 -0.19
O -3.625 4.556 22.939 -0.317 0.141 0.194
O -1.939 6.907 -6.532 0.075 0.484 0.011
O -3.907 0.03 25.696 0.556 -0.007 0.354
O 7.562 -4.79 24.896 0.02 0.112 -0.273
O -6.558 7.324 22.991 -0.015 -0.122 0.593
O 7.71 -0.93 25.341 -0.181 -0.34 -0.026
O 5.41 -3.324 25.74 -0.231 -0.182 -0.338
O -1.391 4.022 24.251 0.567 0.096 -0.161
O -7.135 -4.612 22.946 0.23 0.055 0.223
O 6.491 1.428 24.599 0.14 0.088 0.308
O -6.432 1.096 -4.736 0.123 0.008 0.063
O -5.05 3.322 -4.916 0.007 0.395 -0.121
O 7.296 -6.472 22.953 0.054 0.05 0.005
O 5.557 6.343 25.475 -0.289 0.34 0.163
O -1.138 3.876 -2.317 0.417 -0.304 -0.337
O 1.359 -1.414 23.476 -0.056 -0.585 0.291
O 0.156 2.792 22.116 0.218 -0.04 -0.149
O 3.196 -1.681 -3.078 0.475 0.061 0.163
O -3.265 2.649 -3.178 -0.225 -0.561 0.002
O -0.048 -0.071 -0.342 0.09 0.121 -0.564
O -1.264 -1.526 -3.205 0.033 0.336 -0.032
O -4.546 -7.029 -1.277 -0.637 0.381 -0.323
O -5.352 5.33 -0.392 -0.163 -0.184 -0.129
O 0 8.129 22.191 -0.13 0.334 0.315
O -1.194 -1.082 -5.868 -0.439 0.244 0.209
O 3.959 -7.107 -2.448 -0.104 0.371 0.053
O -7.372 -5.501 -4.04 -0.474 0.349 -0.084
O 3.609 -3.579 -1.278 0.127 0.204 -0.584
O 2.579 2.781 -0.237 0.063 -0.031 -0.464
O 5.528 8.119 22.149 -0.076 0.2 0.502
O 5.707 6.48 -5.554 0.202 -0.127 -0.32
O -5.042 -1.121 -4.423 0.481 0.204 -0.163
O 7.376 1.288 -2.657 -0.191 0.17 -0.496
O -4.876 -5.869 -3.453 0.115 0.066 -0.212
O 5.889 -6.147 -3.85 0.14 0.43 0.149
O -2.239 -5.726 -5.16 -0.207 -0.346 -0.458
O -1.697 1.529 23.308 -0.587 -0.276 0.105
O -7.457 -8.034 -3.756 -0.191 0.226 0.133
O 4.283 1.361 -1.38 0.494 -0.365 -0.168
O 5.232 3.835 24.698 -0.058 -0.098 0.374
O -2.658 2.325 25.671 0.023 0.2 0.568
O 2.99 -2.013 25.507 -0.051 -0.539 0.075
O -3.362 -3.149 -5.275 0.459 0.572 -0.094
O -6.001 -1.331 24.994 -0.197 -0.347 -0.406
O -2.897 -1.2 -1.03 0.275 0.595 0.199
O 5.479 4.769 -3.619 0.48 -0.505 0.629
O -4.454 6.728 -5.942 -0.475 0.074 -0.135
O -5.777 -3.491 -3.979 -0.453 0.359 -0.216
O -3.619 -2.538 25.255 -0.41 -0.313 -0.444
O 1.86 7.848 -3.495 0.38 -0.139 -0.581
O 6.272 -0.65 -4.11 -0.046 -0.561 -0.145
O 3.004 -6.149 25.138 0.433 -0.214 0.034
O 3.206 5.399 25.158 0.006 0.393 0.452
O -6.221 -7.131 -5.895 0.142 -0.586 -0.21
O -1.7 6.347 23.069 0.015 0.119 0.478
O 0.437 -1.343 25.893 -0.37 -0.176 -0.256
O -0.455 7.931 25.859 -0.424 -0.152 -0.194
O -0.105 -5.498 -3.638 -0.005 -0.096 0.744
O 2.093 0.525 25.235 0.162 0.263 -0.094
O -0.955 -3.957 23.044 0.31 0.541 0.033
O 0.014 -5.398 -0.447 0.15 0.079 -0.548
O -5.981 6.119 -3.858 -0.062 -0.509 -0.175
O 4.872 -6.48 -6.23 -0.056 0.193 0.166
O 0.588 6.684 -5.638 0.616 0.023 -0.163
O -0.819 -6.103 24.743 -0.126 -0.384 -0.273
O 4.929 1.516 -3.829 0.401 0.517 0.086
O 5.167 -0.718 25.302 -0.391 0.439 0.354
O -6.875 -6.751 24.417 -0.148 -0.216 0.353

Results
total energy: -101655.408 eV
total energy less fixed offsets of O -438.25, Si -107.07 eV per atom: -2.208 eV
